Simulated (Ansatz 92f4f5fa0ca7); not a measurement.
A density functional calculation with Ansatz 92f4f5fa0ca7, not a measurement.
Periodic cell of 259 atoms, Si144O115, from a study of silicon, its oxide and their interface. The atomic structure is a simulated model.
This geometry differs little from another in the collection (a relaxation step or a small displacement).

Settings: functional r2SCAN; potential files Ansatz PAW; basis plane waves; wave-function cutoff 800 eV; density cutoff ratio 5; exchange-correlation grid ratio 1; k mesh 1 x 1 x 1, shifted by 0.5 0.5 0 of a step; self-consistency stop 1e-10 eV per atom in the density residual; occupations fixed; spin none; net charge 0.

Cell vectors (angstrom)
a 10.88 0 0
b 0 10.88 0
c -1.4169 -0.3912 36.8586

Atoms: element, x, y, z (angstrom)
Si 7.7712 14.0603 -9.9785
Si 6.884 16.0183 -4.7802
Si -1.9911 7.359 -4.7428
Si -0.8433 11.178 18.4329
Si -2.5241 10.8031 -1.9947
Si 4.2045 9.9035 -5.1785
Si 7.0238 14.904 -2.0517
Si -0.8061 15.2195 -8.083
Si 3.0449 11.1648 0.0108
Si 5.2924 13.3495 0.0814
Si 2.6424 5.315 0.0982
Si 5.9179 8.5437 0.195
Si -3.2528 10.2663 0.1425
Si 10.9932 14.3856 -0.387
Si 8.2356 16.6409 0.2391
Si -0.3108 7.8178 0.1267
Si 1.3946 12.1798 1.2977
Si 4.0993 14.9172 1.3961
Si 1.3771 6.7988 1.4039
Si 4.1426 9.5509 1.3337
Si 6.8139 12.1234 1.3654
Si 9.5316 15.0583 1.3426
Si 6.7816 17.7853 1.5927
Si -1.4306 9.4524 1.3965
Si -0.0105 10.8656 2.6616
Si 2.6727 13.6001 2.7314
Si 0.0144 5.4539 2.7866
Si 2.7503 8.1897 2.6855
Si 5.4274 10.8862 2.801
Si 8.2252 13.5503 2.624
Si 5.4069 16.3083 2.7624
Si 8.1916 8.1823 2.9213
Si 1.3674 9.5267 4.0335
Si 4.0438 12.2482 4.0911
Si 1.3554 4.0799 4.1297
Si 4.0605 6.8123 4.1023
Si 6.7876 9.5524 4.1914
Si -1.3385 12.231 4.0628
Si 6.8381 14.9179 4.0085
Si -1.327 17.6633 4.1699
Si 2.7056 10.8737 5.4206
Si 5.4555 13.6017 5.3967
Si 2.7112 5.4576 5.4785
Si 5.4263 8.1496 5.4931
Si -2.7016 10.9165 5.4887
Si -0.0041 13.5845 5.4655
Si -2.7308 16.2771 5.4232
Si 0.0424 8.1754 5.4386
Si 1.3719 12.2119 6.8005
Si 4.1151 14.9528 6.7761
Si 1.3548 6.832 6.8322
Si 4.0487 9.5386 6.8085
Si 6.7892 12.2806 6.8125
Si -1.3783 14.9653 6.803
Si 6.807 6.7519 6.7987
Si -1.3228 9.5081 6.7936
Si 0.0403 10.8379 8.1633
Si 2.7513 13.5846 8.1236
Si -0.0392 5.4752 8.1573
Si 2.6978 8.2004 8.1878
Si 5.4224 10.9023 8.1473
Si 8.1394 13.6437 8.173
Si 5.4463 16.2903 8.1723
Si 8.2065 8.1065 8.1189
Si 1.3535 9.5112 9.6255
Si 4.0759 12.2509 9.5589
Si 1.3638 14.9717 9.4043
Si 4.0628 6.802 9.4545
Si 6.819 9.4784 9.3803
Si -1.3435 12.2334 9.4041
Si 6.8049 14.9843 9.5974
Si -1.364 6.8051 9.608
Si 2.7253 10.9013 10.9637
Si 5.4303 13.6154 10.9383
Si 2.6501 16.3586 10.7714
Si 5.4833 8.1325 10.7406
Si -2.7022 10.8481 10.6784
Si 0.0227 13.5911 10.7162
Si 8.1441 16.3467 11.011
Si -0.0174 8.1567 11.0303
Si 1.3278 12.3469 12.2365
Si 3.2134 7.7183 13.3757
Si 1.3429 6.7095 12.3546
Si 4.1775 9.4602 12.1452
Si -4.0143 12.1358 12.1008
Si 7.4734 12.1737 17.0579
Si 6.754 6.9056 12.3226
Si -1.4298 9.6338 12.2334
Si 4.0256 15.0849 12.1607
Si -2.2942 13.0533 13.3713
Si 5.5673 9.3851 -10.4126
Si 4.4018 15.3099 18.1105
Si 3.4916 10.7497 21.3584
Si -1.3157 14.8454 12.1697
Si 7.08 7.6472 18.0219
Si -0.4553 11.4185 13.4643
Si 6.8633 14.0077 19.4367
Si 7.3456 13.6542 15.2936
Si 0.4178 4.8002 13.5197
Si -1.8752 13.8032 -2.6159
Si 0.396 9.8589 16.0137
Si 4.1924 5.7878 23.209
Si 4.2426 13.4021 15.7748
Si 5.3104 10.6359 15.6068
Si -2.4311 8.734 -11.5571
Si 1.8362 10.6675 -9.9585
Si 4.8757 16.8761 13.4477
Si 0.2022 6.7804 20.5424
Si 4.1524 7.2318 -1.9053
Si 7.2358 9.9097 -4.5587
Si 3.9558 6.8627 -9.5725
Si 2.038 8.006 -11.7038
Si -2.1851 8.1666 15.5611
Si 3.0929 11.6855 -7.566
Si -1.9029 16.1922 18.8924
Si 2.9622 8.6423 23.7275
Si 3.202 8.4004 15.6036
Si 6.1262 12.2896 21.9899
Si -2.2754 6.0664 -12.9944
Si -1.8546 13.9067 -12.5385
Si -0.3168 7.2268 -7.3931
Si -1.142 9.4465 20.6789
Si -3.2066 8.7502 13.505
Si 3.2251 6.0232 20.331
Si 2.7255 13.4799 -10.9806
Si 2.308 14.1464 13.4283
Si 0.5611 11.8313 20.9443
Si 2.5357 9.71 -2.6177
Si -0.925 5.9786 23.2112
Si -1.5697 16.0303 15.8686
Si -0.7978 9.8335 -9.0949
Si 5.188 15.3613 -11.0337
Si -0.3922 13.7009 23.3019
Si -0.1766 8.7889 -2.755
Si 5.95 10.4046 13.386
Si 4.4251 6.8219 -5.0176
Si 5.1676 8.5536 20.2068
Si -2.6196 11.3136 -6.9329
Si 4.7094 6.1258 16.5753
Si 1.3807 14.2092 -8.2603
Si 2.4184 6.0308 -6.9825
Si -2.0832 14.0915 -5.7321
Si 5.8689 11.9305 -8.5418
Si 7.1865 9.3834 22.2976
O -2.0061 12.7773 -6.6663
O -1.4918 6.7756 -0.3221
O 4.1652 12.2793 -0.4155
O 3.6251 10.1881 -3.6956
O 1.4784 15.2548 -0.5693
O -1.9958 12.3196 -1.9868
O -0.5853 14.4412 -1.8515
O 7.2942 14.7348 -5.6965
O 2.8658 6.9984 -10.7559
O 0.5151 12.881 0.0795
O -1.2265 16.0159 17.4382
O 2.9686 13.8902 14.9207
O -1.3531 9.2744 -10.4973
O 5.4989 7.8669 -1.2547
O 4.5533 9.2505 15.9636
O -2.2828 9.5204 -12.9665
O -1.3029 9.8931 -2.5126
O -0.2103 15.6747 15.0626
O 0.3056 8.2542 -1.3097
O 0.1403 11.0742 14.9721
O 5.6946 13.8155 15.1121
O 4.0505 13.9556 17.289
O -2.505 10.5206 -5.5331
O 4.3342 7.176 20.0529
O 5.7312 15.0659 19.0105
O -1.8431 11.8918 17.3914
O 7.39 16.1334 -1.0566
O 4.572 11.8623 21.8423
O 4.9333 8.1464 -9.5972
O 7.9276 6.5533 18.8784
O 5.0194 5.6337 15.055
O -2.6162 14.8213 19.3908
O 7.638 8.3504 -4.4369
O -2.2866 8.9053 21.6681
O -0.6531 8.7004 15.6183
O -1.4635 7.4681 -6.2672
O 4.4256 12.4848 -8.06
O 8.0681 8.4731 17.0386
O -2.0869 6.5729 15.344
O 1.8889 9.2668 15.9463
O 1.9004 14.2251 -9.8027
O -1.8387 13.0607 23.7092
O -0.3028 8.2249 20.0516
O 8.0115 15.086 15.687
O 5.7821 10.173 -5.1605
O 2.8675 8.497 -13.0019
O 7.0366 9.0002 -10.8732
O 6.2782 15.4712 -3.3785
O 5.0404 16.0993 -12.4738
O -2.5899 5.8876 -4.4564
O 5.9697 13.9438 -1.2753
O 6.2728 8.6276 19.0272
O 0.7671 7.1605 -12.2455
O -1.749 10.2318 19.3969
O 6.7545 15.0431 -10.7751
O -1.0847 15.1243 -6.4673
O -1.8603 15.5139 -12.3938
O -1.8926 10.5721 -8.162
O 0.1566 13.0579 21.9211
O -0.1674 10.4743 21.4748
O -0.0144 6.6994 22.1237
O -0.1908 8.5747 -8.2742
O 3.9256 7.3547 23.535
O 6.6945 11.4303 -7.2617
O 6.3749 13.0006 23.4164
O 5.9584 8.5649 21.63
O 4.1022 8.3226 -5.5512
O 4.716 9.7546 -11.7283
O 4.4533 6.7976 -3.4121
O 3.1106 9.7196 22.551
O 2.162 11.5523 20.9051
O 0.209 10.3545 17.5357
O 5.8352 6.1455 -5.4909
O 2.5328 11.8818 -10.7702
O 2.7194 10.4923 -8.6089
O 3.0075 8.3511 -1.8942
O 6.0359 6.9018 17.0627
O 2.1151 13.8017 -12.4203
O 1.0939 6.9056 -6.6735
O 1.7656 6.6766 20.2261
O 1.7135 9.3215 -10.8294
O 1.8856 12.7972 -7.5468
O 6.8194 12.7586 18.4202
O -1.6039 13.7591 -4.2192
O -0.5262 15.2999 23.2183
O -2.141 14.7919 -8.9118
O -2.3309 7.1395 -11.7904
O 3.2814 15.7383 19.2098
O 7.0375 10.9541 21.9366
O -0.6367 5.9506 -8.3532
O -2.5022 6.1114 22.8546
O 5.6035 10.6935 -9.5109
O 5.7908 5.5866 23.0722
O 4.2663 14.0145 -10.9828
O 6.5908 13.3774 20.8939
O 2.3507 10.7653 -1.4118
O 6.5881 10.8722 16.6093
O -2.125 13.3263 -11.0465
O 3.5898 5.9781 -1.0566
O 6.7945 13.0274 -9.2424
O -0.6709 5.6042 19.882
O 4.746 5.4865 -9.8483
O 4.1672 9.8428 20.1795
O 0.3179 10.9563 -9.4588
O 7.1932 10.6305 -3.1109
O 3.2464 5.9035 -5.6051
O 3.2765 6.7898 -8.1204
O 2.1111 15.4048 -7.4461
O 4.2004 11.794 15.8546
O 0.0071 12.1428 19.4392
O -0.7667 7.6439 -3.7225
O 1.1417 9.4636 -3.4028
O 3.4226 10.9068 -6.1795
O 3.3768 7.0846 16.5629
O 3.4805 16.2833 21.8102

Results
free energy: -157703.776 eV
free energy less fixed offsets of O -570.45, Si -639.56 eV per atom: -5.386 eV

Forces (eV/angstrom), in the order of the atoms: element, x, y, z
Si 0.0016 -0.0011 0.1128
Si -0.0117 -0.0049 0.0955
Si -0.0008 0.0027 0.1018
Si 0.0046 0.0057 0.1101
Si 0.0018 -0.0039 0.0797
Si 0.0065 -0.0171 0.1086
Si -0.0045 -0.007 0.0734
Si 0.0054 0.0094 0.0815
Si 0.0093 0.0051 0.0407
Si -0.0089 -0.0062 0.0333
Si -0.0084 -0.0081 0.0331
Si 0.0069 0.0104 0.0251
Si -0.0029 -0.0033 0.0014
Si 0.0102 0.0006 0.0519
Si 0.0094 0.005 0.0348
Si -0.0063 -0.004 0.037
Si 0.0041 -0.0016 0.0088
Si 0.0006 -0.001 -0.0027
Si 0.0005 0.0014 -0.0024
Si -0.0004 -0.001 -0.0033
Si 0.0002 0.0059 -0.0013
Si -0.0025 0.0007 -0.0034
Si 0.0008 0.0006 -0.0026
Si 0.0045 -0.0009 -0.0025
Si 0.0013 0.0013 -0.0016
Si -0.0004 -0.0003 -0.0019
Si 0.0007 -0.0001 0.0003
Si -0.0007 0.0001 0.0009
Si 0.0008 -0.0007 0.0005
Si 0.0011 -0.0015 0.0003
Si 0.0006 0.0003 -0.0005
Si -0.0014 -0.0014 -0.001
Si 0.0003 -0.0001 0.0009
Si 0.0004 -0.0001 -0.0001
Si 0.0003 0 0.0008
Si -0.0006 -0.0006 -0.0009
Si 0.0002 0.0004 0
Si 0.0011 0.0001 0
Si 0 0.001 -0.0006
Si 0.0002 -0.0003 0.0001
Si -0.0009 0.0003 -0.0003
Si -0.0002 0.0009 -0.0005
Si -0.0002 0 0
Si -0.0003 -0.0005 -0.0002
Si 0 0.0002 -0.0005
Si 0.0002 0.0002 -0.0001
Si 0.0008 -0.0006 -0.0006
Si 0.0006 0 -0.0012
Si 0.0005 -0.0008 -0.0003
Si 0.0001 -0.0004 -0.0003
Si -0.0005 0.0008 -0.0001
Si -0.001 0.0005 -0.001
Si -0.0003 0.0013 -0.0004
Si -0.0006 0.0012 -0.0002
Si 0.0002 -0.0008 -0.0007
Si 0.001 0.0001 -0.0007
Si -0.0002 -0.0011 -0.0006
Si 0.0004 -0.0004 -0.0006
Si -0.0002 -0.0002 -0.0011
Si 0.0003 0.0007 -0.0005
Si -0.0002 0 0.0002
Si -0.0004 -0.0008 -0.0007
Si 0.0006 0.0003 -0.0002
Si 0.0004 -0.001 -0.0007
Si -0.0001 0.0001 0.0007
Si 0.0002 0.0001 0
Si -0.001 0.0007 0.0001
Si -0.0013 0.0005 0.0005
Si -0.0014 0.0011 -0.0002
Si 0.0001 0.0013 -0.0001
Si -0.0002 0.0002 -0.0003
Si -0.0002 0.0004 0.0003
Si 0.0006 0.0002 0.0015
Si 0.0007 -0.0015 0.0011
Si -0.0015 0.0003 0.0004
Si 0.001 0.0002 0.0007
Si 0.0001 0.0012 0.0004
Si 0.0001 0.0016 0.0001
Si 0.0004 0.0003 0.0007
Si -0.0009 0.0008 0.0005
Si -0.0002 -0.001 -0.0014
Si -0.0025 0.0011 -0.0002
Si 0.0036 -0.0001 -0.0016
Si 0.0021 -0.0017 -0.0025
Si 0.0011 -0.0025 -0.0024
Si 0.0173 0.0003 0.0803
Si 0.0006 0.0034 -0.003
Si -0.0033 -0.0022 -0.0027
Si 0.001 0.0009 -0.0001
Si 0.0024 0.0044 -0.0008
Si -0.0021 0.013 0.0982
Si -0.0067 0.0094 0.0824
Si -0.0069 -0.0107 0.0899
Si -0.0006 -0.0033 -0.0031
Si -0.0166 0.0014 0.0951
Si 0.0063 -0.004 0.0255
Si 0.0014 -0.004 0.1075
Si -0.0135 0.0127 0.0296
Si -0.0066 0.0014 0.0227
Si 0.0067 0.0002 0.0826
Si -0.0048 0.0032 0.0793
Si 0.0074 -0.0038 0.1101
Si 0.0028 0.0106 0.0726
Si 0.0048 0.007 0.0611
Si 0.0012 0.013 0.119
Si -0.0011 0.0117 0.0919
Si 0.0046 -0.0075 0.0293
Si 0.0065 0.0134 0.0961
Si 0.0043 -0.0019 0.0946
Si -0.0024 0.0012 0.104
Si -0.0116 0.0014 0.1047
Si 0.013 0.0151 0.1057
Si 0.0042 -0.0025 0.064
Si 0.0117 -0.0157 0.1039
Si 0.012 0.0002 0.0985
Si -0.0132 -0.0053 0.107
Si -0.0037 -0.0014 0.0593
Si -0.0006 -0.0083 0.1072
Si -0.0008 -0.0012 0.079
Si 0.0026 0.0032 0.106
Si -0.023 -0.0042 0.0995
Si -0.0002 -0.0138 0.0918
Si 0.0031 -0.0023 0.0033
Si -0.0034 0.0137 0.1097
Si -0.0067 -0.0099 0.1053
Si 0.0066 -0.0037 0.0228
Si 0.0119 0.016 0.1009
Si -0.0165 0.0008 0.0936
Si -0.0117 -0.0078 0.0939
Si -0.0046 0.0064 0.0804
Si -0.0063 0.0027 0.1116
Si 0.0014 -0.0127 0.0917
Si 0.0091 0.0057 0.108
Si 0.0131 0.0138 0.0898
Si -0.0014 -0.0003 -0.0004
Si 0.0268 0.009 0.1029
Si -0.0176 0.0123 0.1007
Si 0.0097 0.003 0.1125
Si 0.0221 0.0046 0.0639
Si -0.005 0.0033 0.0719
Si 0.004 0.0086 0.1062
Si -0.0205 -0.0064 0.1269
Si 0.004 -0.0006 0.0985
Si -0.0015 0.0013 0.1058
O -0.0007 -0.0176 -0.0452
O 0.0011 0.0032 -0.0201
O -0.0014 -0.0002 -0.0205
O 0.0258 0.0018 -0.0689
O -0.0046 -0.0042 -0.0196
O 0.0034 0.0182 -0.0336
O -0.0223 -0.0073 -0.0494
O 0.0162 -0.0128 -0.0425
O -0.0191 0.0123 -0.0566
O -0.0064 0.007 -0.0219
O 0.0032 -0.0038 -0.0745
O -0.0159 0.0041 -0.0353
O -0.0242 -0.0181 -0.0733
O -0.021 -0.0156 -0.0477
O 0.0035 0.0038 -0.0297
O 0.0018 0.0192 -0.0854
O 0.0067 -0.0064 -0.0352
O 0.0195 -0.0054 -0.0389
O -0.0001 0.0105 -0.0561
O -0.0077 0.016 -0.0441
O 0.0031 -0.0002 -0.0213
O 0.0015 -0.0235 -0.057
O 0.013 0.0186 -0.0684
O 0.0053 -0.0033 -0.037
O -0.0136 0.0059 -0.043
O -0.0257 0.0126 -0.0477
O -0.0093 -0.0204 -0.0492
O -0.0045 -0.0013 -0.0329
O 0.006 0.0078 -0.0386
O -0.0081 0.0096 -0.0395
O 0.0004 0.0043 -0.0589
O 0.0001 0.0049 -0.0342
O 0.0039 -0.0006 -0.0307
O 0.0209 0.0035 -0.0465
O -0.0084 -0.0023 -0.0277
O 0.0309 -0.0035 -0.0753
O 0.0114 0.0026 -0.0368
O 0.0136 0.0064 -0.0603
O -0.0038 0.0058 -0.0268
O 0.0117 -0.007 -0.0281
O 0.028 -0.0114 -0.0722
O 0.0112 0.0002 -0.0373
O 0.0002 -0.0018 -0.0316
O -0.0049 -0.012 -0.0253
O -0.0125 0.003 -0.0366
O 0.0135 0.0055 -0.0467
O 0.0206 -0.0092 -0.0448
O -0.0032 0.0218 -0.0651
O 0.0079 0.0265 -0.0694
O 0.0053 0.0037 -0.0297
O 0.0236 0.0149 -0.0435
O 0.0271 -0.0162 -0.0633
O -0.016 -0.021 -0.0579
O -0.0007 0.0197 -0.0598
O -0.0118 0.0102 -0.0407
O 0.026 0.0082 -0.0713
O -0.0002 0.0113 -0.0366
O 0.0218 -0.0179 -0.0603
O 0.0114 -0.0263 -0.0654
O -0.0073 -0.0034 -0.0388
O 0.0132 0.0055 -0.0788
O -0.0018 0.0286 -0.0515
O 0.0027 -0.0098 -0.039
O -0.0251 0.0096 -0.0565
O -0.0216 -0.0192 -0.0704
O -0.0175 -0.008 -0.0579
O -0.006 0.0009 -0.0367
O -0.0151 -0.0074 -0.0717
O 0.0005 -0.0062 -0.0848
O 0.0098 0.0345 -0.0681
O -0.0101 0.0037 -0.0316
O 0.0145 -0.0174 -0.064
O -0.0101 0.006 -0.0363
O 0.0051 0.0189 -0.0409
O -0.0152 -0.0071 -0.0573
O 0.0006 0.0083 -0.0398
O -0.0202 -0.0103 -0.0353
O -0.0303 0.0103 -0.0734
O -0.0002 -0.004 -0.0354
O 0.0043 -0.0024 -0.0318
O 0.0054 -0.0363 -0.053
O -0.0029 0.0074 -0.0327
O 0.0109 -0.0152 -0.0749
O 0.0023 0.0048 -0.0986
O -0.0015 0.0036 -0.0288
O -0.032 -0.015 -0.061
O 0.0036 -0.0171 -0.0449
O 0.0215 -0.0212 -0.069
O -0.0017 0.0038 -0.0346
O -0.0015 -0.0095 -0.0361
O 0.0106 0.0045 -0.0376
O -0.0016 -0.0323 -0.0509
O -0.0102 0.0029 -0.0366
O 0.0022 0.0032 -0.0333
O 0.0128 0.0302 -0.0817
O -0.0036 -0.016 -0.0543
O -0.0267 -0.0102 -0.0464
O 0.0174 -0.0016 -0.0711
O 0.0152 0.0193 -0.0424
O 0.0128 0.0183 -0.0466
O -0.0258 -0.0156 -0.051
O 0.0105 -0.0187 -0.0453
O 0.0112 -0.0145 -0.0426
O 0.0106 0.0003 -0.0342
O -0.0136 -0.0139 -0.0741
O -0.0259 -0.0101 -0.0614
O 0.021 0.011 -0.0785
O -0.0106 -0.0228 -0.0377
O 0.0037 -0.0002 -0.0227
O -0.0205 -0.0059 -0.0677
O -0.022 -0.0203 -0.0572
O 0.0029 0.0002 -0.0327
O -0.0177 0.0354 -0.0732
O -0.0081 0.0154 -0.0408
O -0.0157 0.0011 -0.0832

The program warned: the cutoff lies below the one the program advises for these potential files; the forces do not sum to zero within the program's tolerance; empty levels may hold ghost states of the PAW files; the exchange-correlation potential is rough where the density is thin.
